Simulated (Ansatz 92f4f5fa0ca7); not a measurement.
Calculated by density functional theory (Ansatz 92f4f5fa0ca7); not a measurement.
Periodic cell of 192 atoms, Si128O64, from a study of silicon, its oxide and their interface. The atomic structure is a simulated model.
This geometry differs little from another in the collection (a relaxation step or a small displacement).

Settings
functional: r2SCAN
potential files: Ansatz PAW
basis: plane waves
wave-function cutoff: 800 eV
density cutoff ratio: 5
exchange-correlation grid ratio: 1
k mesh: 1 x 1 x 1, shifted by 0.5 0.5 0 of a step
self-consistency stop: 1e-10 eV per atom in the density residual
occupations: fixed
spin: none
net charge: 0

Cell vectors (angstrom)
a 10.88 0 0
b 0 10.88 0
c -4.0028 2.8761 28.1516

Atoms and the computed forces on them: element, x, y, z (angstrom), force x, y, z (eV/angstrom)
Si 1.1084 -1.0794 -0.0284 -0.0027 0.0005 -0.0247
Si 4.448 1.0254 0.0378 -0.0024 0.0026 -0.0233
Si 1.1359 4.3292 0.2372 0.0036 -0.0035 -0.0231
Si 4.1912 -4.3258 0.1478 0.0019 -0.0026 -0.0257
Si -4.2894 -1.2389 0.0926 0.0019 -0.0038 -0.0174
Si -1.1189 1.2472 0.046 0.0034 0.0008 -0.0247
Si 6.5182 4.3044 0.097 -0.0041 0 -0.0186
Si -1.0631 -4.3578 0.0763 -0.0011 0.0001 -0.0191
Si 2.7555 -0.0205 1.3013 -0.0016 0.0013 0.0006
Si 5.4708 2.6531 1.3798 -0.0001 0.0012 -0.0036
Si 2.6838 -5.4215 1.5328 0.0018 0.0001 0.0018
Si 5.3762 -2.7239 1.4076 -0.0027 -0.0034 0.0015
Si -2.7272 0.0306 1.3024 0.0003 -0.0007 -0.0003
Si -0.0252 2.7433 1.4701 -0.0005 -0.0016 -0.0033
Si 8.1761 5.418 1.3549 -0.0004 -0.0021 -0.0035
Si 0.0544 -2.7253 1.3203 -0.0001 0.0024 0.0028
Si 1.4132 1.3585 2.7115 0.0012 -0.0026 -0.0002
Si 4.0824 4.0183 2.75 0.0009 0.0007 -0.0008
Si 1.3557 -4.0132 2.811 0.001 0.0021 0.0016
Si 4.0353 -1.3672 2.759 -0.0025 0.0006 -0.0026
Si 6.8443 1.3545 2.7522 0.0019 0.0006 0
Si 9.4769 4.0813 2.7956 -0.0008 -0.0004 -0.0018
Si 6.8098 6.8011 2.7109 0.0018 -0.0016 -0.0007
Si -1.3552 -1.3601 2.6553 0.0015 -0.0007 -0.0003
Si 0.018 -0.0146 4.035 -0.0002 -0.0008 0.0022
Si 2.7278 2.6999 4.119 -0.0006 -0.0016 0.0002
Si -0.0209 5.4664 4.1086 0 0.0002 -0.0023
Si 2.7191 -2.6989 4.1637 -0.0015 0.0006 -0.002
Si 5.4394 0.0002 4.0761 0.0007 0.0005 -0.0024
Si 8.1561 2.7075 4.1449 -0.0023 -0.0015 0.0014
Si 5.457 5.4142 4.0645 0.0005 -0.0014 -0.0001
Si 8.1696 -2.7041 4.0542 0.0006 -0.0005 0.0021
Si 1.3885 -1.3595 10.8612 0.0009 -0.0009 -0.0019
Si 4.0756 1.323 10.8523 -0.0003 -0.001 -0.0004
Si 1.3451 4.09 10.8754 -0.0003 -0.0007 -0.0027
Si 4.0811 -4.0619 10.8778 0.0001 0.0001 -0.0024
Si 6.7887 -1.3717 10.859 -0.0006 0.0015 -0.0018
Si -1.3442 1.3971 10.8625 -0.0005 0 -0.0016
Si 6.8123 4.0765 10.8686 0.0007 -0.0001 -0.0027
Si -1.3617 6.7692 10.8644 -0.0009 -0.0002 -0.0023
Si 2.7352 -0.0156 12.2602 0.0014 -0.0021 0.001
Si 5.4381 2.6884 12.173 0.0002 -0.0017 -0.0014
Si 2.7014 5.4641 12.2116 0.0006 0.0003 -0.0015
Si 5.4452 -2.7181 12.2551 -0.0007 -0.0003 0.0005
Si -2.7189 0.0148 12.1578 0.0005 0.0002 0.0006
Si -0.0048 2.7511 12.2642 -0.0006 0.0008 -0.0003
Si 8.1686 5.4205 12.2592 0.0012 -0.0015 0.0013
Si 0.0325 -2.7527 12.1722 0.0005 -0.0022 -0.0016
Si 1.3711 1.3801 13.5878 0.0009 -0.001 -0.0038
Si 4.0677 4.06 13.4837 0.0001 -0.0008 -0.0022
Si 1.3494 -4.0763 13.6093 0.0001 0.0005 -0.0021
Si 4.0957 -1.3749 13.645 0.0005 -0.0008 0.0042
Si -4.0779 1.3449 13.5308 -0.0014 0 0.0021
Si -1.3606 4.091 13.6725 0.0006 -0.0006 0
Si 6.8012 -4.0961 13.6036 0.0002 -0.0006 -0.0034
Si -1.3319 -1.3593 13.4378 0.0006 -0.0006 0.0025
Si -0.0134 -0.0218 14.8437 -0.001 -0.0006 0.0016
Si 2.7168 2.7732 14.9178 -0.0009 -0.0004 -0.0057
Si -0.0154 -5.4026 15.0515 -0.0003 0.0011 0.0027
Si 2.7345 -2.7426 15.0039 -0.0019 -0.0016 -0.0051
Si 5.4718 0.0156 14.9578 0.0015 0.0005 0.005
Si -2.7491 2.6765 14.9495 -0.0005 -0.0005 0.0023
Si 5.4174 5.3628 14.8811 0.0007 -0.0012 -0.0005
Si -2.6623 -2.6783 14.8325 -0.0003 -0.001 -0.0023
Si 1.1525 -1.4985 16.2255 -0.0014 0.0005 0.0152
Si 4.3171 1.65 16.1914 -0.0025 -0.0022 0.0205
Si 1.5631 4.287 16.3309 -0.0024 -0.0041 0.014
Si 3.8351 -4.4491 16.2195 0.0031 -0.0002 0.0126
Si 7.0997 -1.1602 16.1904 0.0009 -0.0059 0.0178
Si -1.5977 1.0478 16.186 0.0021 0.0019 0.0215
Si -4.3346 3.8203 16.25 0.0038 0.0039 0.0216
Si -1.0983 -3.6737 16.2585 -0.0063 -0.0012 0.0225
Si -2.6321 1.2162 -5.0405 -0.0029 -0.0008 -0.0064
Si -0.6278 1.9563 -2.9068 0.0029 -0.0007 -0.0284
Si -1.3896 -5.1609 -6.9639 -0.0005 0.01 0.0132
Si 1.3663 -1.8582 -5.7863 -0.002 0.0006 -0.0137
Si 5.2892 1.5765 -5.3551 0.0024 0.0001 -0.0031
Si 3.6613 1.5341 -2.9136 -0.0049 -0.0033 -0.0279
Si 7.4449 -1.5979 -4.3984 -0.0056 0.0064 -0.0101
Si 7.9282 -3.2021 -2.0583 -0.0063 -0.0004 -0.0316
Si 1.4236 -0.5622 -3.018 0.0027 0.0079 -0.0281
Si 4.0935 -0.9829 -6.7815 -0.0026 -0.0011 0.0175
Si 4.218 0.5014 20.7708 0.0056 0.0054 0.015
Si -0.8604 -0.2117 -7.2184 -0.002 -0.0023 0.0139
Si 1.7608 3.8179 -2.6459 -0.0023 -0.0005 -0.0262
Si 1.5526 -4.9775 -6.6402 0.0008 0.0032 0.0077
Si 3.0489 -0.2846 18.2396 0.0035 -0.0046 0.0382
Si 3.5688 -4.735 -2.7872 0.0004 -0.0007 -0.03
Si 5.102 -3.0477 -4.8473 0.0039 0.004 -0.0082
Si 5.2402 -2.5924 18.1939 -0.0008 0.0022 0.0303
Si 6.3601 4.9617 -2.6595 -0.0073 0.0027 -0.036
Si 4.0544 4.1098 -6.6504 0.0036 0.0024 0.0104
Si 6.7202 5.2415 -5.5219 -0.0013 0.0046 -0.0057
Si 7.9081 4.3878 19.0258 -0.001 -0.0006 0.0305
Si -1.8238 -3.847 19.296 0.0045 0.0024 0.0416
Si -0.2711 2.8004 18.4499 -0.0046 0.0006 0.0344
Si 1.3414 -1.3397 5.4692 -0.001 -0.0013 0
Si 4.0919 1.3517 5.4625 0.0014 0.0002 0.0014
Si 1.3587 4.0859 5.4419 -0.0009 -0.0012 0.0028
Si 4.0979 6.7747 5.4418 -0.0001 -0.0003 0.0016
Si 6.8076 -1.3625 5.4264 -0.0009 -0.0009 -0.0009
Si -1.3317 1.335 5.4351 -0.0003 -0.0011 0.0006
Si 6.7884 4.0757 5.4682 -0.0013 -0.0007 0
Si 9.5031 -4.0548 5.4545 0.0011 -0.0007 0.0014
Si 2.7182 0.007 6.8103 0.0007 0.0002 -0.0025
Si 5.4339 2.7192 6.8264 -0.0001 -0.0011 -0.0007
Si 2.7254 5.4331 6.8088 0.0008 -0.0006 -0.0026
Si 5.4561 -2.7336 6.7838 0.0004 0 -0.0012
Si -2.7096 -0.0093 6.797 0.0003 -0.0006 -0.0025
Si 0.0072 2.7128 6.7914 0.0002 -0.0001 -0.0021
Si 8.1516 -5.4314 6.8005 0.0007 0.0007 -0.0021
Si -0.0094 -2.7091 6.8198 -0.0001 -0.0006 -0.001
Si 1.365 1.3691 8.1624 -0.0003 -0.0008 -0.0002
Si 4.0742 4.0762 8.1845 -0.0013 -0.0002 -0.0005
Si 1.362 6.8017 8.1571 0.0006 -0.0011 -0.0005
Si 4.0868 -1.3735 8.1263 -0.0007 -0.001 -0.0002
Si 6.8101 1.3536 8.1561 0.0004 -0.0005 -0.0009
Si -1.3593 4.079 8.1298 -0.0004 -0.0013 0.0001
Si 6.7975 -4.0831 8.163 -0.0001 0.0005 -0.0004
Si -1.3633 -1.3572 8.1829 -0.0013 -0.0001 -0.0014
Si 0.0121 0.0124 9.5239 0 0 0.0019
Si 2.7093 2.7157 9.5343 -0.0002 -0.0006 0.0017
Si -0.0054 5.4272 9.494 0.0007 -0.001 0
Si 2.7383 -2.7145 9.4975 -0.0006 0.0002 -0.0001
Si 5.4376 -0.0219 9.4882 0.0006 -0.0014 -0.0008
Si 8.1695 2.7314 9.4963 -0.0002 -0.0011 -0.0004
Si 5.4411 5.4459 9.5293 -0.0008 -0.0005 0.0015
Si 8.1571 -2.7346 9.5224 0 -0.001 0.0023
O -0.0337 -1.2651 -6.3146 -0.0005 0.0028 -0.0002
O 0.06 -2.6092 16.6938 0.008 0.0004 -0.0116
O 2.8216 5.0293 -6.0151 -0.002 0.0011 -0.0027
O 5.3512 5.4338 -0.0765 -0.0004 0.0015 0.0111
O -1.5946 -3.5705 -7.1681 -0.002 0.0043 -0.0075
O 8.0459 -5.0435 19.7416 -0.001 -0.0029 -0.0093
O 3.9543 1.7057 -1.3443 0.0039 -0.0064 0.0331
O -1.6267 -3.7309 -1.3177 0.0068 -0.0063 0.0161
O 3.5462 1.0472 17.4897 0.0097 0.0098 -0.026
O -1.6967 0.8192 -6.2984 0.0005 -0.0019 -0.0006
O 6.911 -4.4288 -2.3117 0.0055 0.0031 0.0098
O 4.9783 1.7542 20.08 -0.0032 0.0009 -0.0078
O -0.031 0.0664 -0.1767 -0.0004 -0.0001 0.0086
O 3.5744 -3.9777 -1.3401 0.0003 0.0032 0.0275
O 4.6928 -3.9374 17.5058 -0.0068 -0.0079 -0.0216
O 7.0108 3.4486 19.962 0.0062 0.0079 -0.0154
O -1.365 1.8726 -1.4507 -0.0043 -0.0035 0.0303
O -0.3439 -4.0912 19.9393 -0.0053 0.0005 -0.0116
O -0.8461 1.6388 17.4971 -0.0101 -0.0104 -0.0217
O 7.2222 -2.0452 -1.1752 -0.0058 0.0104 0.0235
O 6.5673 -2.014 17.4793 0.0062 0.0073 -0.0183
O 0.3072 2.0865 19.7805 -0.0045 0.0057 -0.0221
O 5.0292 1.5062 -3.7608 -0.0063 0.0039 0.0099
O 0.9068 3.6082 17.6747 0.0084 0.0073 -0.0216
O 1.6378 -3.4033 -6.2391 -0.0016 0.0007 -0.0011
O 0.263 0.5918 -3.1147 0.0004 0.001 0.0081
O 5.4243 2.726 16.7489 -0.0021 -0.0014 -0.0152
O 2.5181 -0.9022 -6.4163 0.0033 0.0006 0.0019
O 5.8845 -1.881 -4.0278 0.0023 0.0007 0.0027
O 7.8282 -0.065 -4.1402 0.002 -0.0008 0.0033
O 7.6597 -1.8863 -5.9642 0.0002 -0.0022 -0.003
O 4.2457 2.6598 -5.9629 -0.0014 0.0009 0.0009
O 0.044 5.3999 -0.3696 -0.0018 0.0022 0.01
O -2.6901 -0.0551 16.7328 0 0.0002 -0.0074
O 2.1626 5.3525 -3.0425 0.0006 0.0003 0.0089
O -2.6953 5.1591 -6.1906 -0.0028 0.0002 0.0036
O -1.7939 -3.9811 17.6965 0.0009 0.0021 -0.0249
O 6.8532 3.9505 -1.484 0.0024 -0.0027 0.0219
O -2.3343 -2.4173 19.903 0.0003 -0.0028 -0.0123
O 5.5149 -0.1269 -0.4488 0.0026 -0.0008 0.0124
O 5.538 4.7511 -6.5162 0.0004 0.0041 0.001
O 2.9858 0.0288 19.8258 -0.0043 -0.0043 -0.0173
O -1.4745 3.8019 18.8423 0.0037 -0.0029 -0.0062
O 4.5753 -2.4385 -6.2492 -0.0014 0.0029 -0.001
O 7.1982 4.5074 17.5756 -0.0071 -0.0039 -0.031
O 2.8541 0.1676 -3.2006 -0.0032 -0.0002 0.0091
O 6.2537 -4.1379 -5.1563 -0.0012 -0.0016 0.0001
O 6.8616 4.4487 -4.11 -0.0046 0.0017 0.0116
O 6.8709 1.9065 -5.5814 0.0007 -0.0022 0.0082
O 5.5382 -2.9646 19.7251 0.0004 -0.0007 -0.0198
O -1.751 2.1358 -4.054 0.0069 0.0025 0.0109
O 1.3071 -1.6888 -4.1748 0.0025 0.0034 0.0094
O -2.5109 -2.5502 -3.4715 0.0008 -0.0044 0.0156
O 1.9142 3.6746 -1.0369 -0.0037 0.0044 0.0293
O 2.7074 5.3772 16.7958 0.0011 0.0015 -0.0026
O 4.744 5.0286 -2.7854 0.0008 0.0044 0.0102
O 4.9523 0.1582 -6.0399 -0.0028 0.0035 -0.0035
O 3.8858 -3.6572 -3.9636 -0.0046 -0.008 0.0126
O 4.1118 -1.4645 18.0107 0 0.0002 -0.0084
O 1.4473 -1.3759 -1.6048 0.0018 -0.0042 0.0228
O 2.7808 2.8055 -3.3695 -0.0005 0.0008 0.0078
O 0.0338 5.4345 -6.2135 -0.0015 0.0021 -0.0063
O 0.2675 3.3149 -3.0205 0.0009 0.0031 0.0056
O 1.6446 -0.7664 17.6125 -0.0044 -0.0018 -0.0207

Results
free energy: -118377.374 eV
free energy less fixed offsets of O -570.45, Si -639.56 eV per atom: -4.894 eV

The program warned: the cutoff lies below the one the program advises for these potential files; the forces do not sum to zero within the program's tolerance; empty levels may hold ghost states of the PAW files; the exchange-correlation potential is rough where the density is thin.
